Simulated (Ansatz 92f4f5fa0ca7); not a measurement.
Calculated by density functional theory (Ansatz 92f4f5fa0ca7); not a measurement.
Periodic cell of 223 atoms, Si133O90, from a study of silicon, its oxide and their interface. The atomic structure is a simulated model.

Settings
functional: PBE
potential files: Ansatz PAW
basis: plane waves
wave-function cutoff: 700 eV
density cutoff ratio: 5
exchange-correlation grid ratio: 1
k mesh: 2 x 2 x 1, shifted by 0.5 0.5 0.5 of a step
self-consistency stop: 5e-08 eV per atom in the density residual
occupations: fixed
spin: none
net charge: 0

Cell vectors (angstrom)
a  10.938  0  0
b  0  10.938  0
c  0  0  32.5603

Atoms: element, x, y, z (angstrom)
Si  0.3034  -0.2318  25.1008
Si  5.2493  0.2696  24.972
Si  3.016  2.5397  24.9888
Si  8.015  3.0076  24.9826
Si  -0.3159  5.6742  25.2451
Si  5.6746  5.1975  24.9361
Si  2.5362  8.4511  25.2329
Si  8.4243  7.8626  25.3009
Si  1.4171  1.4028  26.3569
Si  6.8574  1.3895  26.3033
Si  4.1367  4.0851  26.3585
Si  9.5009  4.08  26.4922
Si  1.3661  6.8194  26.4483
Si  6.7744  6.7306  26.4534
Si  4.1488  9.6426  26.4145
Si  9.5938  9.5827  26.4028
Si  2.7391  0.0259  27.7857
Si  8.1937  0.0113  27.7318
Si  0.0148  2.7228  27.7584
Si  5.5  2.7286  27.7548
Si  2.7562  5.4402  27.7555
Si  8.1611  5.4423  27.8444
Si  0.0037  8.2103  27.8023
Si  5.4698  8.207  27.7627
Si  4.1018  1.3673  29.142
Si  9.5708  1.3673  29.142
Si  1.3673  4.1018  29.142
Si  6.8362  4.1018  29.142
Si  4.1018  6.8362  29.142
Si  9.5708  6.8362  29.142
Si  1.3673  9.5708  29.142
Si  6.8362  9.5708  29.142
Si  0  0  30.5093
Si  5.469  0  30.5093
Si  2.7345  2.7345  30.5093
Si  8.2035  2.7345  30.5093
Si  0  5.469  30.5093
Si  5.469  5.469  30.5093
Si  2.7345  8.2035  30.5093
Si  8.2035  8.2035  30.5093
Si  1.3673  1.3673  31.8765
Si  6.8362  1.3673  31.8765
Si  4.1018  4.1018  31.8765
Si  9.5708  4.1018  31.8765
Si  1.3673  6.8362  31.8765
Si  6.8362  6.8362  31.8765
Si  4.1018  9.5708  31.8765
Si  9.5708  9.5708  31.8765
Si  2.7345  0  0.6835
Si  8.2035  0  0.6835
Si  0  2.7345  0.6835
Si  5.469  2.7345  0.6835
Si  2.7345  5.469  0.6835
Si  8.2035  5.469  0.6835
Si  0  8.2035  0.6835
Si  5.469  8.2035  0.6835
Si  4.1018  1.3673  2.0507
Si  9.5708  1.3673  2.0507
Si  1.3673  4.1018  2.0507
Si  6.8362  4.1018  2.0507
Si  4.1018  6.8362  2.0507
Si  9.5708  6.8362  2.0507
Si  1.3673  9.5708  2.0507
Si  6.8362  9.5708  2.0507
Si  0  0  3.418
Si  5.469  0  3.418
Si  2.7345  2.7345  3.418
Si  8.2035  2.7345  3.418
Si  0  5.469  3.418
Si  5.469  5.469  3.418
Si  2.7345  8.2035  3.418
Si  8.2035  8.2035  3.418
Si  1.359  1.3685  4.8165
Si  6.866  1.359  4.8072
Si  4.1089  4.0947  4.7557
Si  9.5833  4.083  4.7964
Si  1.3632  6.8178  4.8093
Si  6.749  6.9292  4.6868
Si  4.0839  9.5968  4.8046
Si  9.5987  9.5482  4.7789
Si  2.7564  0.0141  6.2143
Si  8.2867  0.0163  6.1647
Si  -0.0245  2.7049  6.2575
Si  5.4877  2.7496  6.1329
Si  2.7343  5.4275  6.1495
Si  8.1222  5.5485  5.9122
Si  -0.0255  8.1453  6.1974
Si  5.4511  8.2498  6.1707
Si  3.9726  1.622  7.5161
Si  9.8406  1.0684  7.6573
Si  1.6523  3.7962  7.4937
Si  6.5938  4.4664  7.2875
Si  4.3014  6.6143  7.4329
Si  9.19  6.9963  7.388
Si  1.1425  9.7427  7.4615
Si  7.1282  9.3761  7.419
O  9.5664  6.8257  24.6748
O  4.1065  1.381  24.4647
O  8.1755  8.1953  7.9137
O  2.7912  2.687  7.9604
O  6.8731  4.1261  24.6135
O  1.3762  9.5111  24.7543
O  5.447  5.5091  7.8687
O  0.0594  -0.0627  7.9659
O  7.4962  4.0619  8.6099
O  6.6767  10.1861  8.7782
O  9.461  6.0249  8.7065
O  1.6976  9.0243  8.8313
O  4.8038  1.1874  8.8901
O  0.9808  4.343  8.9023
O  9.3276  1.4591  9.1879
O  3.6261  7.1705  8.8299
O  7.4305  8.3673  24.0985
O  8.6104  2.5926  23.4992
O  5.0898  5.5195  23.4156
O  2.4381  3.3701  23.6698
O  10.895  0.3799  23.6101
O  0.1583  4.7239  23.9922
O  3.2202  7.9172  23.841
O  5.964  10.541  23.6221
Si  10.6295  4.2065  20.5219
Si  5.0116  5.7818  21.8004
Si  5.7526  9.8162  18.7495
Si  11.4635  2.9188  12.5232
Si  7.9954  -4.0032  14.1893
Si  7.3767  13.5108  12.861
Si  5.4305  0.2204  12.6791
Si  1.4012  4.4366  22.9868
Si  11.0445  7.2044  14.2073
Si  4.3362  3.699  19.5266
Si  9.3024  2.2838  10.5918
Si  0.9824  9.2246  20.4806
Si  6.9191  3.8207  18.0533
Si  6.694  5.5609  11.8864
Si  8.5921  2.4583  21.8671
Si  14.2166  2.2573  13.3069
Si  -2.4242  4.9714  9.5247
Si  5.3673  10.739  9.5639
Si  8.2285  6.5457  18.3738
Si  15.3644  9.3931  14.8514
Si  -0.9551  -0.0135  22.3171
Si  -8.1248  11.7493  15.7841
Si  2.6395  10.4113  18.1991
Si  3.8128  4.8985  11.9042
Si  12.3863  4.8335  10.3732
Si  6.7731  7.7538  20.5601
Si  7.1909  9.5989  23.0807
Si  1.4488  4.2291  18.1934
Si  0.0741  -4.2739  18.9732
Si  1.9971  7.1649  11.8247
Si  0.2583  4.2554  15.3983
Si  3.0745  8.5344  9.5435
Si  2.7227  7.3461  22.4021
Si  6.3741  1.6446  19.9563
Si  6.6881  8.3269  16.4211
Si  1.685  9.2898  15.5631
Si  8.2444  3.9936  15.3782
O  7.2342  2.404  18.7941
O  6.4254  1.3386  13.3473
O  4.8162  2.1692  19.9024
O  4.4341  4.5167  20.9485
O  2.9391  8.7328  14.633
O  0.8291  3.7776  21.6204
O  2.8619  8.3745  11.1549
O  1.9138  2.1239  12.4666
O  7.6915  -2.6936  15.1297
O  1.5386  10.8881  15.1667
O  4.2153  10.18  18.454
O  6.4137  0.0448  19.6831
O  5.1613  5.6207  11.3809
O  9.5165  7.1321  13.6845
O  5.3289  9.7498  13.5198
O  6.9752  6.7911  12.9262
O  2.9326  6.0789  12.6189
O  9.1523  3.7703  21.0709
O  2.526  11.8716  17.4061
O  7.0799  2.0343  21.3887
O  11.3685  8.1781  19.3798
O  1.8514  8.4468  21.6112
O  9.779  6.7098  17.8835
O  7.948  1.9959  11.4418
O  12.2458  3.8515  16.6001
O  2.0164  5.9022  22.6477
O  10.5706  5.8357  20.3264
O  1.294  6.4534  10.512
O  4.0342  -7.2691  12.9651
O  11.2984  8.3949  15.3062
O  7.1183  3.5448  16.4616
O  11.8464  7.6804  12.8794
O  4.1809  10.8315  15.6173
O  11.142  3.5883  19.0791
O  1.3468  5.8746  18.3098
O  -0.4844  1.938  11.7023
O  9.719  4.0691  16.063
O  -3.2479  -5.12  10.6346
O  8.1462  7.4693  19.7258
O  0.2735  3.2657  14.0962
O  4.1835  9.6749  9.3263
O  5.7936  -0.0628  11.1215
O  8.5773  10.4195  22.9596
O  -7.9239  15.3117  10.5747
O  9.6667  1.3076  21.4378
O  4.0415  7.0613  21.5136
O  3.9812  0.9177  12.7496
O  8.3268  2.9036  14.1538
O  1.8371  10.3423  19.6273
O  7.85  5.51  14.9543
O  6.8825  8.9248  21.659
O  7.942  -5.9767  18.6084
O  5.6921  8.3665  19.5015
O  9.4395  3.8699  10.2556
O  7.089  7.025  17.3121
O  2.0605  9.2592  17.1685
O  6.8073  4.0615  12.5173
O  0.5509  5.779  14.8711
O  0.6309  4.3087  11.6869
O  5.3854  4.2824  18.4066
O  10.6815  9.882  21.2978
O  2.8577  3.7422  18.8577
O  -5.7496  8.2868  15.7783
O  13.9928  2.1823  14.9392
O  6.4362  6.2884  21.2007
O  6.6999  9.6506  17.3978

Results
free energy: -135753.914 eV
free energy less fixed offsets of O -569.03, Si -635.61 eV per atom: -5.084 eV

Forces (eV/angstrom), in the order of the atoms: element, x, y, z
Si  0.0184  -0.0209  -0.0391
Si  -0.0134  -0.007  -0.0229
Si  0.0062  -0.0114  -0.0336
Si  -0.0026  0.028  -0.0417
Si  -0.0094  0.0001  -0.0163
Si  0.0176  -0.0203  -0.0471
Si  -0.0112  0.0112  -0.0236
Si  0.0114  -0.0088  -0.019
Si  0.013  0.0229  0.0135
Si  -0.0026  0.0003  0.0232
Si  -0.0059  0.015  0.0262
Si  -0.0056  -0.0189  -0.0038
Si  -0.0121  -0.0092  0.0019
Si  -0.0258  -0.017  0.0032
Si  0.0183  0.0116  -0.0012
Si  -0.0046  -0.0073  0.0026
Si  0.0009  0.0026  -0.0079
Si  -0.0035  0.0043  0.0154
Si  0.0085  -0.011  0.0051
Si  0.0037  -0.0008  -0.0077
Si  0.0036  -0.0025  0.0077
Si  -0.0016  -0.0021  -0.0011
Si  -0.0048  0.0032  -0.0118
Si  -0.0014  0.0007  0.0046
Si  0.1571  0.1643  0.0153
Si  -0.0085  -0.0723  -0.2276
Si  0.0721  -0.0724  -0.1249
Si  -0.2481  -0.3512  0.5405
Si  -0.0511  0.0158  -0.1581
Si  -0.1111  0.0371  0.1263
Si  0.0978  0.1014  0.116
Si  0.0884  0.0377  -0.2096
Si  -0.0031  -0.048  -0.0158
Si  -0.0222  0.0153  -0.0188
Si  0.0398  0.0196  0.0011
Si  -0.0836  0.0378  -0.0012
Si  -0.0057  0.0302  -0.0272
Si  0.0057  -0.0748  -0.0029
Si  -0.0236  0.0101  -0.02
Si  0.0516  0.0085  -0.0012
Si  -0.0075  0.0153  0.0005
Si  0.0987  -0.0339  -0.0019
Si  -0.0419  0.0699  0.0131
Si  0.0033  -0.0383  -0.0075
Si  0.0007  -0.0225  -0.0057
Si  -0.0281  0.0145  0
Si  0.0254  -0.0207  -0.0071
Si  -0.0238  0.0024  0.0154
Si  0.0226  -0.0574  -0.0129
Si  -0.0691  0.0117  -0.0048
Si  0.0159  0.0195  0.0184
Si  -0.0044  0.0032  -0.0066
Si  -0.0239  0.0305  -0.0072
Si  0.0196  -0.003  -0.0108
Si  0.0182  -0.004  0.0009
Si  -0.016  0.0247  0.0169
Si  -0.0188  0.0095  0.03
Si  -0.0377  -0.0182  0.0102
Si  0.0165  0.0165  -0.0003
Si  0.0266  0.0538  0.0304
Si  -0.0293  -0.1153  -0.038
Si  -0.0573  -0.0243  0.0418
Si  -0.0048  0.0401  0.0179
Si  0.1322  0.0318  -0.0381
Si  0.1855  -0.0608  0.0261
Si  0.0899  0.0179  0.1997
Si  -0.1545  -0.0813  -0.0097
Si  0.1  -0.0692  0.0639
Si  0.0763  -0.1424  0.1039
Si  -0.2896  0.046  -0.4721
Si  -0.0538  -0.01  0.2588
Si  0.0127  0.397  -0.4075
Si  -0.0045  0.0027  0.01
Si  -0.001  -0.0051  -0.0039
Si  -0.0128  0.0016  0.0103
Si  0.0255  -0.0261  0.0112
Si  -0.0031  0.0067  -0.0098
Si  -0.0087  0.0114  0.0034
Si  -0.0035  0.0013  -0.021
Si  0.0008  0.0052  0.0102
Si  0.0169  -0.0019  0.0058
Si  -0.0004  0.0244  -0.0056
Si  -0.0115  -0.0088  -0.0355
Si  0.008  0.0071  -0.0166
Si  -0.0131  0.0007  0.0049
Si  0.0191  -0.0146  0.0007
Si  -0.0178  -0.0101  -0.0121
Si  0.0129  -0.0065  0.0058
Si  -0.005  0.015  0.0309
Si  0.0087  -0.0209  0.0367
Si  0.0145  -0.0052  0.0327
Si  -0.0044  0.0257  0.0472
Si  0.0028  -0.0126  0.0373
Si  -0.0276  -0.0056  0.0354
Si  -0.0024  0.0057  0.0349
Si  0.0137  0.0009  0.0361
O  -0.0054  0.0002  -0.0313
O  0.0036  0.0057  -0.0242
O  -0.0037  0.002  0.0282
O  0.0057  0.0033  0.0345
O  0.001  0  -0.022
O  -0.0033  0.0017  -0.0303
O  -0.0012  0.0043  0.0236
O  -0.0016  -0.0012  0.0283
O  -0.0083  0.0184  -0.0076
O  -0.0216  -0.0104  -0.0062
O  -0.0152  0.0071  -0.0012
O  0.016  0.0066  -0.0041
O  -0.0107  -0.0151  -0.011
O  0.0317  -0.0043  0.0014
O  0.007  0.0142  -0.0071
O  0.0096  0.0237  -0.0083
O  0.0211  0.0232  -0.0016
O  -0.0098  -0.0024  0.0068
O  0.0096  0.008  0.0097
O  -0.0046  -0.0136  0.014
O  -0.0116  -0.0117  0.0031
O  0.0207  0.0169  -0.0052
O  -0.0232  -0.0056  -0.0086
O  -0.0013  -0.0032  0.0113
Si  0.0009  -0.0015  -0.0011
Si  -0.0014  0.0024  -0.0074
Si  0.0022  0.0008  -0.0035
Si  0.0007  0.0008  0.0055
Si  0.002  0.0062  0.0017
Si  0.0014  -0.004  0.0036
Si  0.0061  -0.0065  -0.0015
Si  -0.0027  0.0127  0.0053
Si  -0.0008  0.0044  0.0036
Si  -0.0022  -0.0007  -0.0008
Si  -0.0025  0.0086  0.0022
Si  -0.0016  0.0027  0.0015
Si  0.0038  0.0007  -0.004
Si  -0.0009  0.0114  -0.0059
Si  0.0013  0  -0.0073
Si  -0.0007  -0.0031  0.0076
Si  0.0015  -0.0002  -0.0033
Si  -0.0133  -0.0168  -0.0109
Si  0.004  0.0052  -0.0052
Si  0.0039  -0.0025  0.0014
Si  -0.0039  -0.0082  0.0082
Si  -0.0027  0.0025  0.0057
Si  -0.0002  0.0036  -0.0003
Si  0.0013  0.0018  -0.004
Si  0.0015  0.0036  -0.0105
Si  0.0044  0.0057  -0.0021
Si  0.0135  0.0026  0.0085
Si  0.0024  -0.0015  -0.0062
Si  -0.0002  0.0057  -0.0054
Si  0.0012  0.0106  -0.0059
Si  0.0034  -0.0012  0.0068
Si  0.0178  0.0124  -0.0156
Si  -0.0049  0.0011  0.0113
Si  -0.0005  -0.0054  0
Si  0.0023  0.0004  -0.0001
Si  -0.0013  -0.0006  0.0016
Si  0.0022  -0.0029  0.0059
O  -0.0279  0.014  0.02
O  -0.0087  -0.0109  -0.0129
O  0.0321  0.0193  -0.0064
O  0.0117  0.0134  -0.0069
O  -0.0113  0.023  0.0302
O  -0.0183  0.0201  0.0003
O  -0.0104  -0.0181  -0.0061
O  0.0051  0.032  0.0123
O  -0.0056  -0.0185  -0.0062
O  0.0353  -0.0096  0.0252
O  -0.0074  0.0023  0.0096
O  -0.0146  0.0093  -0.0124
O  0.0028  -0.0045  0.0154
O  -0.0074  -0.0136  0.022
O  -0.0074  0.0202  0.0122
O  0.0071  -0.0124  0.0008
O  -0.002  -0.0116  -0.034
O  0.0081  -0.0082  0.0158
O  0.0094  -0.0318  -0.0144
O  0.0201  0.0038  -0.0165
O  0.0017  -0.0136  0.0231
O  -0.0018  -0.0048  -0.0081
O  0.0064  -0.015  0.0322
O  0.013  0.0219  -0.0097
O  -0.0162  0.0189  0.0149
O  0.0111  -0.0002  -0.0035
O  0.0187  -0.0135  -0.0268
O  0.0179  -0.0198  0.0285
O  -0.0278  -0.0017  -0.0167
O  0.0199  -0.0067  -0.0149
O  0.0185  0.0145  0.0147
O  0.0109  -0.0128  -0.0082
O  -0.0271  -0.008  -0.0173
O  0.0219  0.0342  0.0048
O  -0.0275  -0.0227  0.0172
O  -0.0003  0.016  -0.0108
O  -0.0067  0.0082  -0.0199
O  -0.0007  -0.0286  0.0025
O  -0.0242  -0.004  -0.0121
O  0.011  0.0201  0.001
O  0.006  -0.0057  0.0222
O  -0.0198  0.0039  0.0126
O  -0.0025  0.0001  -0.0142
O  -0.021  0.0206  0.033
O  -0.0171  0.0039  0.0287
O  -0.005  -0.0219  0.0271
O  0.0201  0.0025  0.0077
O  -0.0083  0.0087  0.022
O  0.0015  -0.0176  -0.0068
O  0.0202  -0.0006  -0.0026
O  0.0045  -0.0148  0.0063
O  -0.0167  -0.0084  -0.0131
O  0.0205  0.0168  -0.0048
O  -0.0201  -0.018  0.0015
O  0.011  0.0171  0.0142
O  0.0068  0.0296  -0.0115
O  0.0086  0.0071  -0.0132
O  -0.0188  -0.0057  -0.0026
O  0.0073  -0.0328  0.0057
O  0.0117  -0.022  0.0233
O  0.0102  0.0072  0.0025
O  0.0001  0.0082  -0.0015
O  0.0115  0.0212  -0.0085
O  0.0034  -0.0251  -0.0332
O  -0.0152  0.0036  0.012
O  -0.0181  -0.0194  0.0202

The program warned: the cutoff lies below the one the program advises for these potential files; the forces do not sum to zero within the program's tolerance; the exchange-correlation potential is rough where the density is thin.
